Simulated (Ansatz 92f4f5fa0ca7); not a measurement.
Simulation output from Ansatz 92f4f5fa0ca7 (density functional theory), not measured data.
Periodic cell of 213 atoms, Si132O80H1, from a study of silicon, its oxide and their interface. The atomic structure is a simulated model.
Doubt: the cutoff is far below the 930 eV that the study's wrapper takes by default for these files, so forces and energies are approximate.
This geometry differs little from another in the collection (a relaxation step or a small displacement).

Settings
functional: PBE
potential files: Ansatz PAW
basis: plane waves
wave-function cutoff: 580 eV
density cutoff ratio: 5
exchange-correlation grid ratio: 1
k mesh: 1 x 1 x 1, Gamma-centred
self-consistency stop: 5e-08 eV per atom in the density residual
occupations: fixed
spin: none
net charge: +1 e, with a uniform compensating background and no finite-size correction

Cell vectors (angstrom)
a	10.938	0	0
b	0	10.938	0
c	0	0	31.6398

Atoms and the computed forces on them: element, x, y, z (angstrom), force x, y, z (eV/angstrom)
Si	-0.5537	0.5971	24.137	-0.0042	-0.008	0.0135
Si	6.1543	-0.5275	24.0332	0.0006	-0.0011	0.0096
Si	2.3394	3.2029	24.4522	0.008	0.0044	0.0045
Si	8.6441	2.4088	24.3413	0.0092	0.0087	0.0053
Si	0.5229	4.8582	24.2312	-0.0021	0.0044	0.0031
Si	5.1569	5.7166	24.321	0.0047	0.0064	0.0039
Si	3.3254	7.515	24.1836	-0.0017	-0.0005	0.0048
Si	7.7719	8.6212	24.2739	0.0016	-0.005	0.006
Si	1.3127	1.3487	25.4472	-0.0056	0.0034	-0.0042
Si	6.8835	1.2883	25.4374	-0.0017	-0.0038	-0.0021
Si	4.0772	4.1426	25.6923	-0.0059	-0.0013	-0.0028
Si	9.6957	4.0646	25.5976	-0.0054	-0.0092	-0.0012
Si	1.4393	6.7476	25.4238	0.004	0.0002	-0.0083
Si	6.8338	6.8538	25.5325	-0.0023	0.0001	-0.0009
Si	4.2125	9.4974	25.2348	0.0012	-0.0031	-0.0021
Si	9.574	9.6443	25.4089	-0.0026	0.0061	-0.005
Si	2.7756	-0.0633	26.7167	0.0031	-0.0009	0.004
Si	8.2221	-0.0188	26.8844	0.0012	-0.0009	0.0084
Si	0.0571	2.6814	26.9439	0.0019	0.0022	0.0084
Si	5.5046	2.6784	26.834	0.0016	-0.0005	0.0044
Si	2.7012	5.4979	26.9665	0.0041	0.0005	0.0154
Si	8.2349	5.4628	26.8388	0.0022	0.0055	0.0018
Si	0.0272	8.2035	26.7507	-0.0041	-0.0031	0.0047
Si	5.4568	8.2258	26.8585	0.0019	-0.0013	0.0091
Si	4.1018	1.3673	28.2215	-0.0851	-0.368	-0.5484
Si	9.5708	1.3673	28.2215	-0.0726	-0.1391	0.4741
Si	1.3673	4.1018	28.2215	0.0445	-0.1637	0.8341
Si	6.8362	4.1018	28.2215	0.1678	-0.1995	-0.2884
Si	4.1018	6.8362	28.2215	-0.0248	0.4714	0.4502
Si	9.5708	6.8362	28.2215	0.2339	0.2352	-0.4254
Si	1.3673	9.5708	28.2215	0.2288	-0.1545	-0.7241
Si	6.8362	9.5708	28.2215	-0.0516	-0.01	0.1979
Si	0	0	29.5888	-0.0838	0.0776	-0.0179
Si	5.469	0	29.5888	-0.0022	-0.0517	0.0383
Si	2.7345	2.7345	29.5888	-0.0862	0.103	0.0125
Si	8.2035	2.7345	29.5888	0.0489	0.0001	0.0363
Si	0	5.469	29.5888	-0.0026	-0.0589	0.0385
Si	5.469	5.469	29.5888	-0.0316	0.0529	-0.0362
Si	2.7345	8.2035	29.5888	0.0987	0.0123	0.0496
Si	8.2035	8.2035	29.5888	-0.0468	0.0459	-0.0066
Si	1.3673	1.3673	30.956	0.0494	-0.0517	0.0014
Si	6.8362	1.3673	30.956	-0.0082	0.0713	-0.0329
Si	4.1018	4.1018	30.956	0.0336	-0.1057	0.0003
Si	9.5708	4.1018	30.956	-0.0323	0.0116	-0.0269
Si	1.3673	6.8362	30.956	0.012	0.0373	-0.0354
Si	6.8362	6.8362	30.956	0.0427	-0.0515	0.0064
Si	4.1018	9.5708	30.956	-0.0827	-0.0281	-0.0101
Si	9.5708	9.5708	30.956	0.088	-0.0275	-0.0002
Si	2.7345	0	0.6835	0.0308	0.0257	0.0396
Si	8.2035	0	0.6835	-0.0463	0.017	0.0213
Si	0	2.7345	0.6835	-0.0527	0.0745	-0.0288
Si	5.469	2.7345	0.6835	0.0568	-0.0407	0.0247
Si	2.7345	5.469	0.6835	-0.0414	0.0371	0.0271
Si	8.2035	5.469	0.6835	0.0217	-0.0268	0.0444
Si	0	8.2035	0.6835	-0.0389	-0.0297	0.0207
Si	5.469	8.2035	0.6835	-0.0558	0.1187	-0.0266
Si	4.1018	1.3673	2.0507	-0.0231	0.1106	-0.0539
Si	9.5708	1.3673	2.0507	0.2087	0.0627	0.0026
Si	1.3673	4.1018	2.0507	-0.0714	-0.2156	0.0126
Si	6.8362	4.1018	2.0507	-0.0446	-0.0517	-0.0397
Si	4.1018	6.8362	2.0507	0.0611	-0.0254	0.0239
Si	9.5708	6.8362	2.0507	0.038	0.0885	-0.0112
Si	1.3673	9.5708	2.0507	0.0051	-0.0096	-0.0349
Si	6.8362	9.5708	2.0507	-0.0806	-0.211	-0.0172
Si	0	0	3.418	-0.2276	0.0716	-0.3877
Si	5.469	0	3.418	0.0282	-0.105	0.4746
Si	2.7345	2.7345	3.418	0.1962	-0.0828	-0.9486
Si	8.2035	2.7345	3.418	-0.2798	0.1964	0.521
Si	0	5.469	3.418	-0.254	0.0463	0.1321
Si	5.469	5.469	3.418	0.2625	0.1517	-0.1182
Si	2.7345	8.2035	3.418	-0.0659	0.1363	0.3485
Si	8.2035	8.2035	3.418	-0.3532	-0.1541	-0.2817
Si	1.4518	1.3237	4.7002	-0.0073	0.031	-0.0206
Si	6.8103	1.3779	4.8555	-0.0085	0.0094	-0.0066
Si	4.0724	4.0967	4.7113	0.0093	-0.0056	-0.0139
Si	9.4645	4.2274	4.8379	-0.0074	0.0081	-0.0054
Si	1.3062	6.8669	4.7926	0.0049	0.0051	-0.018
Si	6.8507	6.8194	4.8337	-0.0056	0.0008	-0.0061
Si	4.1211	9.5364	4.8598	0.0074	0.0006	0.0045
Si	9.4579	9.6531	4.7172	-0.0044	0.0091	-0.021
Si	2.6987	-0.0438	6.2083	-0.0022	-0.0269	-0.014
Si	8.1745	0.0289	6.265	0.0334	0.0001	0.031
Si	0.0132	2.7896	5.9033	0.0746	0.0016	0.0429
Si	5.3239	2.7215	6.1521	0.0012	-0.0277	-0.011
Si	2.7871	5.551	6.0913	0.0257	0.0072	0.0199
Si	8.1083	5.5138	6.4438	0.0039	0.0047	-0.0108
Si	-0.2213	8.201	6.0193	-0.0038	0.0009	0.0004
Si	5.4814	8.1454	6.2527	0.0042	-0.0129	0.0157
Si	3.4611	1.8354	7.4121	0.0542	0.0297	0.0082
Si	10.2693	0.9025	7.0559	-0.0499	0.002	0.003
Si	1.9209	3.5942	6.9211	-0.0849	-0.0754	-0.0047
Si	6.2361	4.3965	7.5055	-0.01	0.0018	0.012
Si	4.6002	6.2528	7.4508	-0.0058	0.013	0.0319
Si	8.9297	7.5731	7.4989	-0.0054	0.0116	0.0136
Si	0.7827	9.9439	7.1714	0.0029	-0.0165	0.013
Si	7.0765	9.2632	7.5938	0.0045	-0.0031	-0.0289
O	0.7441	9.5547	8.8009	0.0041	0.0026	-0.0205
O	2.6309	4.165	9.4087	-0.0134	0.0293	0.085
O	10.596	1.4935	8.6032	0.0052	-0.0082	-0.003
O	6.3918	9.6682	9.0776	-0.0064	0.003	0.0069
O	3.3803	1.7094	9.0834	0.0062	0.006	-0.0415
O	4.0392	6.4826	9.0104	0.0231	-0.0175	-0.0394
O	6.2968	3.6597	9.02	0.0042	0.0047	-0.0086
O	9.602	7.7706	9.0329	0.0051	0.0081	-0.0088
O	3.1275	2.8382	23.0278	-0.0025	0.0039	-0.0006
O	6.229	10.7253	22.3741	0.0028	0.0037	-0.0048
O	8.1067	3.2551	23.0205	-0.0044	0.0045	0.0039
O	0.0206	4.9652	22.6277	0.0057	-0.002	-0.006
O	8.1372	8.1849	22.7086	0.0002	-0.001	-0.0003
O	2.6981	7.6939	22.6407	-0.0014	-0.0007	0.0001
O	5.8817	4.815	23.0994	0.0082	-0.0046	-0.0004
O	10.7804	11.1906	22.5489	-0.0006	0.0002	-0.0073
Si	7.0607	0.1624	20.9985	0.0007	0.0015	-0.0077
Si	7.0337	2.3511	14.7833	0.0041	0.0005	-0.0004
Si	6.816	2.4128	9.9599	0.0137	-0.0144	0.0232
Si	3.1851	3.6731	21.6379	0.0016	-0.0047	-0.0089
Si	-3.1532	7.2101	21.4503	0.0002	-0.0047	-0.0031
Si	-0.6065	9.1208	9.631	-0.0141	-0.0091	0.0207
Si	10.0692	11.3948	21.0862	0.0039	0.0011	-0.0064
Si	4.0412	2.9989	14.8216	0.006	-0.0037	0.0055
Si	4.8527	-6.2822	18.2172	-0.0014	0.0032	-0.009
Si	7.3867	4.2703	12.4397	0.0068	-0.005	0.0114
Si	-1.9843	7.8387	16.7721	0.0026	-0.0039	-0.0128
Si	5.8031	10.4447	10.4105	0.0086	0.0061	0.0165
Si	3.4678	-1.7132	12.1357	0.0058	0.0021	0.0162
Si	7.3035	10.4796	13.2287	0.0034	-0.0017	0.0092
Si	16.1159	-3.8237	19.7856	0.0054	-0.001	-0.0133
Si	14.0697	0.205	14.3759	0.0046	0.004	0.0077
Si	7.1861	4.3314	22.2292	0.0017	0.0006	-0.0085
Si	0.5755	4.8378	21.0886	0.0001	-0.0013	-0.0068
Si	2.9831	2.7759	10.2598	-0.0302	0.0395	-0.0505
Si	11.3326	1.0299	14.9286	0.0056	-0.0022	0.0026
Si	9.5268	1.0739	9.7542	0.0052	0.0144	0.0052
Si	15.3259	15.4729	12.2161	0.0121	0.0038	0.0309
Si	5.0856	8.9295	14.5886	0.003	0.0108	0.0033
Si	11.5704	8.0453	12.2222	0.0026	0.0059	0.0052
Si	10.247	5.2755	12.8098	0.0062	-0.0121	0.0111
Si	9.8555	9.451	14.3057	-0.0004	0.0065	0.0123
Si	5.686	2.6965	20.0369	0.0064	0.0031	-0.0138
Si	8.8602	9.1174	19.5875	0.001	-0.0013	-0.0163
Si	2.7547	6.6988	21.3486	0.0019	0.0026	-0.0028
Si	9.4048	2.7383	16.6368	0.0026	0.0012	-0.0094
Si	11.2719	2.3241	11.9937	-0.0025	-0.0071	0.0094
Si	-0.1313	2.8195	19.1893	0.002	-0.0025	-0.0203
Si	2.9024	5.7408	9.9162	-0.0762	-0.0184	-0.0029
Si	-0.4009	-5.5256	16.0297	0.0014	-0.0012	-0.0039
Si	5.9293	-3.9042	16.9335	0.0035	0.0031	-0.0092
Si	2.0863	3.9003	17.2046	0.0025	0.0004	-0.0123
O	19.0863	1.7816	9.2726	0.0079	0.0042	-0.0065
O	16.8859	5.0445	12.2565	0.0037	0.0023	-0.0014
O	9.3912	4.3548	16.492	0.003	-0.0036	0.0057
O	4.163	-0.7817	15.1677	0.0053	0.0008	0.0001
O	12.6368	3.6454	20.99	0.0019	0.0081	0.015
O	1.2832	6.2895	20.7368	-0.0016	-0.0059	0.0089
O	10.9268	3.882	12.305	0.0089	0.0037	0.0007
O	-0.4669	4.2664	19.9534	0.004	0.0002	0.013
O	-1.3946	-8.5422	18.2204	0.0048	-0.0005	0.0091
O	4.3314	9.7872	10.8327	-0.0039	-0.002	-0.0045
O	3.4715	5.29	21.8618	-0.0022	-0.007	0.0046
O	10.889	1.6052	20.2748	0.0013	-0.0007	0.0101
O	-4.1712	3.5831	20.8555	-0.0024	-0.0009	0.0095
O	-2.8807	5.6606	21.8548	-0.0089	0.0034	0.0069
O	13.7221	10.4842	12.9212	0.0032	0.0025	-0.0046
O	3.4388	5.647	11.4681	0.0143	0.011	0.0298
O	8.4989	11.8028	21.3826	0.0016	-0.0027	0.0059
O	10.4165	5.5297	14.3995	0.0059	0.0005	0.0059
O	1.4994	6.5133	9.6373	0.0349	-0.0052	-0.0434
O	4.2017	3.1623	11.2943	0.007	0.0097	-0.0039
O	11.4502	12.4553	13.3788	0.0029	0.0055	-0.0113
O	8.8676	-0.9014	13.1481	0.0036	0.0012	-0.0031
O	11.1417	8.6403	13.6817	0.0028	-0.0006	-0.0059
O	7.0377	1.0562	13.7844	0	0.0027	0
O	5.5675	2.7748	15.3661	0.0063	0.0007	0.0021
O	7.3266	3.0413	11.3692	0.0029	0.0098	-0.0007
O	4.2105	2.8817	20.6927	-0.0055	0.0032	0.0135
O	14.8506	4.2467	13.7542	0.0021	0.0028	-0.0085
O	5.7854	12.0726	10.101	-0.0064	0.0069	-0.0064
O	-4.7161	7.4513	20.9914	0.0026	0.0001	0.01
O	10.6998	8.8846	11.1636	0.006	-0.0039	0.0017
O	5.187	-3.1954	15.6754	0.0035	-0.0009	0.0082
O	5.2438	5.5041	19.5523	-0.0008	0.0013	0.0037
O	12.7988	0.4681	15.3547	0.0018	0.0021	0.0002
O	-2.2588	5.2764	12.2786	0.0125	0.0035	-0.0062
O	3.6554	7.4818	20.2354	0.0015	0.0008	0.0059
O	11.1021	6.4719	12.0744	0.0025	0.0057	0.014
O	8.8037	-3.3262	20.2364	0.0002	-0.0004	0.0096
O	9.0074	8.5257	15.3079	0.0036	-0.0009	0.0006
O	-0.7235	6.8045	16.807	-0.0006	0.0006	0.0071
O	6.123	1.1387	20.0942	0.0002	0	0.0067
O	7.4424	-1.0873	20.003	0.0004	0.0002	0.009
O	2.9594	3.1418	16.0297	0.0003	0.0067	0.0126
O	5.4478	-5.4744	16.927	-0.0011	-0.0009	0.0108
O	8.0452	2.0844	16.0318	0.0055	-0.0007	0.0057
O	10.3326	-0.2099	15.1697	0.0055	0	-0.0014
O	6.7661	10.2843	11.709	0.0054	0.0001	-0.0004
O	12.0481	4.9769	16.4603	0.0029	-0.0019	0.0082
O	1.1967	2.9537	18.2096	0.0014	-0.0006	0.0101
O	10.746	2.2459	15.819	-0.0006	0.0028	0.0055
O	6.5743	9.4732	14.2703	-0.0012	-0.003	-0.0018
O	3.221	-6.3089	18.1225	0.0077	0.0016	0.0094
O	7.5435	7.0372	16.8196	-0.0005	0.0019	0.0052
O	5.5421	3.192	18.4715	0	-0.0008	0.0102
O	5.5096	7.797	18.3339	0.0001	0.0001	0.0097
O	-1.886	-2.0007	17.9765	0.0001	0.0024	0.0112
O	1.6922	2.2514	11.0902	-0.0081	0.0153	0.0169
O	10.0867	10.0098	20.2038	0.0006	0	0.0093
O	2.2091	-2.7128	11.8262	0	0.0014	-0.0012
O	4.4416	8.4072	13.1721	0.0015	0.0025	-0.0038
O	9.2845	-0.5464	9.6465	0.0088	-0.002	-0.0089
O	7.5789	14.5647	13.919	0.0028	-0.0105	0.004
O	3.7422	1.6494	13.9724	-0.0004	0.0055	-0.0036
O	10.0497	1.5952	11.1933	0.0112	0.0079	-0.0038
H	0.7445	6.2367	10.1909	0.0426	-0.0077	0.0295

Results
free energy: -129428.849 eV
free energy less fixed offsets of H -15.97, O -568.88, Si -635.61 eV per atom: -1.959 eV

The program warned: the cutoff lies below the one the program advises for these potential files; the forces do not sum to zero within the program's tolerance; the exchange-correlation potential is rough where the density is thin.
